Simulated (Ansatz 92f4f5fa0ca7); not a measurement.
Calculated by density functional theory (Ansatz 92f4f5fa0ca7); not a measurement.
Periodic cell of 221 atoms, Si132O88H1, from a study of silicon, its oxide and their interface. The atomic structure is a simulated model.
Doubt: the cutoff is far below the 930 eV that the study's wrapper takes by default for these files, so forces and energies are approximate.
This geometry differs little from another in the collection (a relaxation step or a small displacement).

Settings: functional PBE; potential files Ansatz PAW; basis plane waves; wave-function cutoff 580 eV; density cutoff ratio 5; exchange-correlation grid ratio 1; k mesh 1 x 1 x 1, Gamma-centred; self-consistency stop 5e-08 eV per atom in the density residual; occupations fixed; spin none; net charge +1 e, with a uniform compensating background and no finite-size correction.

Cell vectors (angstrom)
a 10.938 0 0
b 0 10.938 0
c 0 0 32.1629

Atoms and the computed forces on them: element, x, y, z (angstrom), force x, y, z (eV/angstrom)
Si 0.188 -0.136 24.5009 -0.0003 0.001 0.0011
Si 5.5895 -0.3119 24.7646 -0.0005 -0.0006 0.001
Si 2.5146 3.047 24.4889 -0.0008 -0.0013 -0.0011
Si 8.0811 2.9706 25.0594 0.0004 0.0008 0.0019
Si 0.0402 5.1254 24.6762 0.0002 0.0007 0.001
Si 5.8213 5.1445 24.6525 0.0013 -0.0013 -0.0016
Si 2.4436 8.5115 24.6071 0.0002 -0.0002 -0.0007
Si 7.9889 8.5934 24.7962 -0.0012 0.001 0.0006
Si 1.3993 1.4088 25.8544 0 -0.0008 -0.0006
Si 6.7507 1.33 26.043 -0.0001 -0.0002 0.0001
Si 4.0687 4.1595 25.9225 0.0014 -0.0007 0.0005
Si 9.6154 4.1318 26.3147 -0.0012 -0.0003 0.0005
Si 1.2683 6.8461 25.8455 -0.0003 -0.0005 -0.0001
Si 6.8556 6.8554 25.9563 0.0005 0.0002 0.0007
Si 4.0282 9.5056 26.0847 0.0019 -0.0008 0.0007
Si 9.5869 9.7304 26.0361 -0.0002 0.0008 -0.0005
Si 2.7152 0.0479 27.3541 -0.0006 0.0003 -0.0004
Si 8.1807 0.0582 27.4183 -0.0006 -0.0007 -0.0006
Si 0.0676 2.6561 27.4186 -0.0001 0.001 -0.0002
Si 5.3968 2.756 27.3581 0.0006 0.001 -0.0008
Si 2.6972 5.536 27.3057 -0.0012 0.001 0.0007
Si 8.1782 5.5534 27.4449 -0.0001 -0.0005 -0.0011
Si -0.0315 8.2158 27.3305 0.0005 -0.0003 0.0001
Si 5.4568 8.1566 27.3828 -0.0007 0.0013 -0.0012
Si 4.1018 1.3673 28.7446 -0.2282 0.1286 0.0804
Si 9.5708 1.3673 28.7446 0.1077 0.0251 0.4622
Si 1.3673 4.1018 28.7446 0.3561 0.0576 -0.1852
Si 6.8362 4.1018 28.7446 -0.2707 0.0366 -0.1302
Si 4.1018 6.8362 28.7446 -0.2037 -0.1993 0.049
Si 9.5708 6.8362 28.7446 0.0916 0.5819 0.3617
Si 1.3673 9.5708 28.7446 -0.096 0.0591 -0.3607
Si 6.8362 9.5708 28.7446 -0.0221 -0.178 -0.0774
Si 0 0 30.1119 -0.13 -0.1168 0.03
Si 5.469 0 30.1119 -0.0051 -0.0149 -0.0561
Si 2.7345 2.7345 30.1119 0.1208 0.08 0.0301
Si 8.2035 2.7345 30.1119 0.1182 0.0336 -0.0315
Si 0 5.469 30.1119 -0.0154 -0.0067 -0.0628
Si 5.469 5.469 30.1119 -0.0932 -0.1361 0.0213
Si 2.7345 8.2035 30.1119 0.042 0.0276 -0.0511
Si 8.2035 8.2035 30.1119 0.123 0.0395 0.0519
Si 1.3673 1.3673 31.4791 -0.0192 0.0469 -0.0507
Si 6.8362 1.3673 31.4791 -0.0194 -0.0241 -0.0322
Si 4.1018 4.1018 31.4791 -0.014 -0.0416 0.019
Si 9.5708 4.1018 31.4791 -0.0469 0.0368 -0.0025
Si 1.3673 6.8362 31.4791 0.0122 0.0068 -0.0341
Si 6.8362 6.8362 31.4791 0.0006 0.04 -0.0431
Si 4.1018 9.5708 31.4791 -0.0165 0.0038 -0.0057
Si 9.5708 9.5708 31.4791 -0.0341 0.0281 0.0187
Si 2.7345 0 0.6835 -0.0153 0.0056 0.0274
Si 8.2035 0 0.6835 0.0557 0.0165 0.0099
Si 0 2.7345 0.6835 -0.013 -0.0383 0.0261
Si 5.469 2.7345 0.6835 0.0534 -0.0198 0.0036
Si 2.7345 5.469 0.6835 0.0033 -0.0098 -0.0001
Si 8.2035 5.469 0.6835 0.0174 -0.0365 0.0344
Si 0 8.2035 0.6835 -0.0139 -0.0225 -0.0022
Si 5.469 8.2035 0.6835 0.0266 -0.0166 0.0285
Si 4.1018 1.3673 2.0507 0.0317 0.0929 0.0331
Si 9.5708 1.3673 2.0507 -0.0716 -0.05 -0.0114
Si 1.3673 4.1018 2.0507 0.0817 0.0447 -0.0125
Si 6.8362 4.1018 2.0507 -0.0832 -0.0663 0.0141
Si 4.1018 6.8362 2.0507 -0.1097 -0.0422 0.0196
Si 9.5708 6.8362 2.0507 0.0319 0.0845 0.0285
Si 1.3673 9.5708 2.0507 -0.0639 -0.0336 0.0163
Si 6.8362 9.5708 2.0507 -0.042 0.0044 -0.0036
Si 0 0 3.418 -0.3236 -0.1474 -0.3236
Si 5.469 0 3.418 0.301 -0.0733 0.1002
Si 2.7345 2.7345 3.418 0.3231 0.5238 -0.2614
Si 8.2035 2.7345 3.418 -0.0008 -0.066 0.1306
Si 0 5.469 3.418 0.1746 -0.003 0.2437
Si 5.469 5.469 3.418 -0.1073 -0.4324 0.019
Si 2.7345 8.2035 3.418 -0.0708 -0.2147 -0.1411
Si 8.2035 8.2035 3.418 0.0612 -0.0118 0.0202
Si 1.3622 1.3889 4.6724 -0.0006 -0.0008 0.0079
Si 6.8628 1.3403 4.8244 -0.0003 0.0007 -0.0001
Si 4.1292 4.0736 4.863 0.0001 -0.0037 0.0033
Si 9.5799 4.0895 4.7904 -0.0006 0.0014 -0.0001
Si 1.3908 6.8396 4.8285 0.0007 0.0009 -0.0004
Si 6.8861 6.7468 4.7588 -0.0021 0.0021 0.0031
Si 4.1246 9.5197 4.7476 0.0036 -0.0007 0.0001
Si 9.5606 9.569 4.8027 0.0005 0.0008 0.0026
Si 2.6646 -0.052 5.9381 -0.0046 -0.0013 -0.0078
Si 8.2029 -0.0121 6.2446 0.0018 0.0007 -0.0006
Si 0.0286 2.6977 6.0819 0.0016 -0.0029 -0.0012
Si 5.4595 2.5779 6.2579 -0.0014 0.0021 -0.0019
Si 2.7396 5.5038 6.2861 -0.003 -0.0027 -0.0014
Si 8.1871 5.3623 6.213 0.0023 0.0002 -0.003
Si -0.0411 8.1516 6.1687 -0.0029 -0.0039 -0.0047
Si 5.4865 8.1056 6.085 -0.0055 -0.0059 -0.0017
Si 3.7174 1.3721 7.4427 -0.0042 0.0246 0.0142
Si 9.9058 1.1278 7.4504 -0.0009 0 -0.0006
Si 1.6235 3.7798 7.4344 0.0052 -0.0033 0.0075
Si 6.6577 4.1229 7.57 -0.0049 -0.0034 0.0028
Si 4.5216 6.5083 7.562 0.0149 0.0092 -0.0001
Si 9.2854 7.0294 7.4674 -0.0017 0.0005 0.0021
Si 1.1559 9.8005 7.3136 0.0026 0.008 0.0051
Si 7.006 9.2371 7.41 0.0009 -0.0029 0.001
O 1.2523 4.0995 24.0832 0.0003 0 0
O 6.7801 9.5918 24.2263 0.001 -0.0005 -0.0007
O 2.9248 2.7943 7.5407 -0.001 -0.0154 -0.0071
O 8.1612 8.172 7.8987 0.0009 0.0016 0.0005
O 5.5824 5.3387 8.0214 -0.0077 -0.0026 -0.0002
O 0.084 -0.0139 7.9256 0.001 -0.0005 -0.0008
O 5.354 5.5212 23.1185 -0.0002 -0.0001 0.0021
O 10.5205 0.4928 23.0593 0.0008 -0.001 0.0002
O 2.1954 9.3774 8.5531 0 -0.002 0.0003
O 1.2194 3.9079 9.0231 0.0081 -0.0021 -0.0037
O 9.4815 1.9837 8.7757 -0.0003 0.0003 0.0007
O 7.604 9.9531 12.053 -0.0002 0.0006 0
O 3.519 0.7618 9.0038 -0.0008 -0.0004 -0.0014
O 4.357 7.3258 9.3713 0.0006 -0.0012 0.0015
O 7.2545 3.3763 8.9206 -0.0003 0.0004 -0.0004
O 9.8571 6.4946 8.9198 -0.0004 0.0007 0
O 3.3422 2.4573 23.1469 -0.0009 0.001 0.0008
O 4.6588 0.1782 23.4992 0 0.0001 0
O 9.2069 2.4877 23.9778 0 0.0005 0
O 9.822 5.5761 23.5452 0.0006 -0.0006 0
O 19.8884 8.1248 23.5416 -0.0005 0.0002 0.0005
O 3.2894 7.9691 23.2988 -0.0003 0.0003 0.0006
O 6.9892 4.0053 24.3805 -0.0008 0.0008 -0.0008
O 1.3156 9.6389 24.1006 0.0002 0 0
Si 3.8405 6.3821 10.776 0.0014 0.0006 0.0023
Si 9.1079 4.2646 14.6371 0.0004 0.0001 0.0005
Si 7.4377 8.3326 11.9491 0.0009 -0.0006 0.0007
Si 4.2085 1.2727 22.3763 0.0005 -0.0005 0.0003
Si 17.1322 3.8245 14.2496 0.0001 0.0001 0.0005
Si 2.7378 -0.4552 20.1471 -0.0002 0 0.0006
Si 7.1813 4.1512 19.4638 0.0001 -0.0002 0.0008
Si 14.0119 6.6279 16.474 -0.0003 0.0001 0.0009
Si 1.9176 4.1913 10.471 -0.0019 -0.0053 -0.0021
Si 5.6982 16.1937 16.7577 -0.0002 0.0004 0.0008
Si 3.775 9.7414 17.2819 -0.0001 0.0001 0.0007
Si 10.2392 4.4566 11.7095 -0.0007 -0.0005 0.0007
Si 10.9127 6.512 16.074 -0.0002 0 0.0007
Si 7.9824 1.6038 14.5382 0.0001 -0.0001 0.001
Si 2.7968 10.3897 9.7004 -0.0024 0.0014 -0.0015
Si 9.1233 6.7794 22.6436 0.0001 0.0001 -0.0002
Si 11.1846 -1.1449 11.2157 -0.001 0 0.0002
Si 3.5889 -3.2834 13.7492 0 -0.0003 0.001
Si 5.2193 8.7518 9.918 0.0039 0.0001 -0.0007
Si 9.5716 1.7647 22.5836 -0.0006 -0.0002 0.0002
Si 11.9355 -0.4318 16.6034 -0.0002 0.0001 0.0006
Si 8.4223 2.6424 9.822 0.0019 0.0005 -0.0006
Si -0.4218 8.2385 18.4112 0 0.0001 0.0004
Si 11.7535 -2.0424 14.1646 -0.0005 0.0001 0.0008
Si 4.7095 3.7993 11.5842 -0.0006 -0.0005 -0.002
Si 6.0225 6.0799 21.7316 0 0 0.0004
Si 6.477 7.7248 14.7388 0.0002 0.0002 0.0009
Si 11.5449 6.5122 20.6907 0.0001 0 0.0004
Si 11.0987 1.0809 18.8457 -0.0001 -0.0002 0.0006
Si 14.2262 7.6862 21.683 -0.0002 0.0001 0.0003
Si 6.9647 1.3636 20.7933 0 -0.0001 0.0006
Si 9.9727 7.1971 10.3939 -0.0005 0.0001 -0.0006
Si -0.6411 3.6831 20.187 -0.0002 0 0.0004
Si 8.4553 -0.6177 19.1374 -0.0001 0.0002 -0.0005
Si 6.842 10.2105 16.3949 0.0012 0.0002 0.0013
Si 8.5624 0.324 11.8192 0.0003 -0.0002 0.001
O 13.3708 8.782 13.928 0 0.0002 -0.0004
O 7.732 -0.7832 17.719 -0.0003 -0.0002 0.0002
O 6.0285 8.1026 11.1382 -0.0025 0.0002 -0.001
O 1.6141 10.6103 10.8047 0.0012 0 -0.0003
O 4.9928 -5.6883 10.8435 -0.0006 0.0002 -0.0005
O 9.9984 7.1996 17.2506 0 0.0001 0.0001
O 6.2575 4.9505 20.5669 -0.0002 0.0003 -0.0003
O 6.6498 13.2464 13.9072 -0.0001 0.0001 0.0009
O 3.5927 7.1613 12.1736 0.0001 -0.0003 -0.0014
O 2.4096 5.7664 10.3194 0 0.0011 -0.0009
O 7.5735 4.7535 14.2417 -0.0002 -0.0004 -0.0002
O 11.4279 -1.601 17.623 -0.0001 -0.0001 0.0001
O 9.8959 4.1625 13.2385 -0.0005 0 0.0003
O 0.6262 7.4514 19.3663 0 -0.0002 -0.0001
O 6.9597 2.5232 19.616 -0.0001 0 -0.0004
O 12.43 6.1967 16.6838 -0.0002 0.0001 -0.0003
O 17.2263 6.5273 15.8515 -0.0001 -0.0001 -0.0001
O 13.0286 6.5904 21.3874 0.0001 0.0001 -0.0002
O 3.2802 0.6412 21.2123 0.0001 0.0003 0
O 0.7736 3.8053 11.5326 0.001 0.0017 -0.002
O 7.2215 -0.1373 20.131 0 0 -0.0006
O 8.16 1.3893 21.8946 0.0003 0.0001 0
O -1.6576 8.891 19.2881 -0.0003 0.0007 -0.0005
O 2.7777 9.0384 20.9128 0 -0.0002 -0.0003
O 12.2296 0.1994 19.6746 0.0001 -0.0001 -0.0003
O 6.0883 9.5243 8.7966 -0.0005 0.0002 0.002
O 8.555 7.7351 10.9571 -0.0001 -0.0001 0.0001
O 8.8242 0.9395 13.3051 -0.0003 -0.0002 -0.0004
O 7.3861 11.5158 15.6173 -0.0002 -0.0008 0.0003
O 5.6452 2.5668 11.1394 0.0092 0.0068 -0.0106
O 2.621 -0.3618 16.491 0 0 -0.0003
O 3.1999 14.3151 11.0831 -0.0002 0.0026 0.001
O -6.7716 5.652 17.2304 0.0001 0 -0.0001
O 11.1242 7.5208 14.7883 0.0001 0.0002 -0.0004
O 4.0301 9.6698 10.4967 -0.0009 0 -0.0005
O 3.4362 8.143 17.023 -0.0001 0.0001 -0.0002
O 10.0091 5.2198 15.6101 -0.0003 0.0001 -0.0004
O 10.2903 2.8383 21.5953 0.0002 0.0002 -0.0003
O 5.0327 15.1101 13.1463 -0.0001 0.0001 0.0007
O 4.828 7.1665 21.2593 -0.0001 0 -0.0004
O 11.0313 2.6847 19.1197 -0.0001 0.0002 -0.0004
O 8.93 2.748 15.2582 -0.0004 -0.0001 -0.0004
O 3.7007 -0.7236 18.8455 -0.0001 0 -0.0003
O 5.5907 1.6892 21.6129 -0.0004 0.0001 -0.0003
O 5.241 10.1745 16.7119 -0.0001 0.0001 -0.0004
O 7.9137 1.408 10.7762 -0.0008 0.0009 -0.0003
O 9.6016 0.5387 19.2271 -0.0005 -0.0006 -0.0004
O 17.615 4.7804 18.0053 -0.0001 0 -0.0002
O 7.5931 6.5301 22.0629 0.0005 0.0001 0.0001
O -5.8961 -2.6745 14.1439 -0.0004 -0.0002 -0.0004
O 7.3748 -3.4316 13.3586 0 0 -0.0004
O 11.3843 -0.7602 15.106 0.0002 -0.0002 -0.0005
O 10.26 7.0904 21.5282 -0.0004 0 0
O 9.1259 3.8077 10.7133 0.0002 -0.0002 -0.0001
O 8.818 -6.6507 19.7163 0 0.0001 0
O 0.4306 11.8956 17.2276 0 0.0001 -0.0003
O 16.4957 3.9803 15.7402 0 -0.0003 -0.0004
O 11.1095 -1.7491 12.7164 0.0002 0.0002 -0.0008
O 11.2931 4.9483 20.349 0.0001 0.0002 -0.0003
O 0.0524 8.4743 10.2526 0.0003 0.0004 0.0001
O 10.45 6.0505 11.4315 0.0006 0 0
O 9.96 -0.0943 11.0943 0.0001 -0.0001 0.0002
O 14.234 6.4694 14.8351 0.0002 0.0001 -0.0005
O 7.239 8.9238 15.4958 -0.0002 0.0008 0
H 5.2626 1.9602 10.4867 -0.0074 -0.0049 0.0094

Results
free energy: -133979.727 eV
free energy less fixed offsets of H -15.97, O -568.88, Si -635.61 eV per atom: -1.797 eV

The program warned: the cutoff lies below the one the program advises for these potential files; the forces do not sum to zero within the program's tolerance; the exchange-correlation potential is rough where the density is thin.
